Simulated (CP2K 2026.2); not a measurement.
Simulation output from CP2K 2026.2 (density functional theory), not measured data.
Periodic cell of 1152 atoms, Si864O288, from a study of silicon, its oxide and their interface. The atomic structure is a simulated model.
Doubt: the forces sum to 5.09 eV/angstrom along one axis rather than to zero, so they err by at least 0.0044 eV/angstrom per atom on average; the grid cutoff is modest.

Settings
functional: PBE
method: Gaussian and plane waves
basis set: DZVP-MOLOPT-SR-GTH
pseudopotentials: GTH-PBE
grid cutoff: 350 Ry, relative cutoff 50 Ry
k points: Gamma only
occupations: fixed
spin: none
net charge: 0

Cell vectors (angstrom)
a  32.64  0  0
b  0  16.32  0
c  -0.0262  -5.1666  38.5457

Atoms and the computed forces on them: element, x, y, z (angstrom), force x, y, z (eV/angstrom)
Si  1.6516  14.7502  0.0863  -0.2428  0.0847  0.7379
Si  4.1761  1.1241  0.1142  -0.073  0.2358  0.7178
Si  1.0937  -0.8243  38.5057  0.1257  -0.1379  0.7852
Si  3.8535  7.0081  0.0046  0.2293  -0.1795  0.715
Si  1.5667  4.0659  38.4569  -0.1791  0.317  0.712
Si  3.9227  12.5615  0.0081  0.1063  -0.2883  0.6828
Si  6.4458  10.1109  38.5363  0.258  -0.1847  0.7297
Si  9.2089  1.5821  0.0671  0.3463  -0.2008  0.7533
Si  6.9924  3.8353  0.0707  -0.2595  0.2062  0.7573
Si  9.2026  1.8238  38.5286  0.2178  -0.2315  0.7217
Si  7.0922  9.3073  0.126  -0.2129  0.0763  0.702
Si  9.8346  11.8952  0.1258  -0.1954  0.2313  0.7072
Si  12.1511  15.0449  0.444  -0.2003  0.1212  0.6356
Si  14.5854  1.5166  0.0946  0.1873  0.0035  0.6628
Si  12.5486  -1.2353  38.4606  -0.252  0.1377  0.6761
Si  15.3802  6.5785  0.2274  -0.1937  -0.005  0.7083
Si  12.0522  9.6549  0.2522  0.1359  -0.1278  0.6922
Si  14.9919  6.7433  38.4555  -0.1324  0.3316  0.6757
Si  17.9731  14.6379  0.0695  -0.1636  0.0571  0.7078
Si  20.5767  1.0124  0.1285  0.0271  0.2072  0.7476
Si  17.5121  4.3096  0.0807  0.0732  -0.1859  0.67
Si  20.4487  6.8392  0.3295  -0.1927  0.1059  0.6948
Si  17.3176  4.5746  38.537  0.3004  -0.1329  0.7529
Si  20.2214  12.4597  0.1005  0.1288  -0.1656  0.7274
Si  22.8652  15.2137  0.0456  0.1927  -0.1498  0.7898
Si  25.7527  -3.5599  38.4023  0.1517  -0.3609  0.6938
Si  23.4282  -1.394  38.4809  -0.2699  0.2243  0.6823
Si  25.6903  7.0789  0.034  0.0874  -0.2243  0.6544
Si  23.4233  9.2723  0.1119  -0.1244  0.1476  0.7259
Si  26.0353  12.1201  0.1976  -0.1968  0.0761  0.7216
Si  28.8052  14.6574  0.0789  -0.1328  0.2163  0.7389
Si  31.0003  1.6088  0.0474  0.1138  -0.1201  0.711
Si  28.7996  3.8168  0.1246  -0.0535  0.1692  0.7357
Si  31.5321  1.4223  38.4692  -0.1894  0.0798  0.7165
Si  28.1863  9.8515  0.0646  0.2388  -0.1407  0.7696
Si  31.0508  7.2957  38.534  0.1991  -0.1753  0.6766
Si  2.7118  -0.0332  1.4766  -0.0008  -0.0073  -0.0623
Si  5.3669  2.7304  1.3478  0.0172  -0.0209  -0.0662
Si  2.6903  5.4539  1.3199  -0.0066  -0.0055  -0.0667
Si  5.4408  8.148  1.3182  0.0026  0.0056  -0.0319
Si  2.7337  10.8837  1.1884  -0.002  -0.0048  -0.0455
Si  5.4595  13.6539  1.369  0.0013  0.0046  -0.0756
Si  8.0846  0.0005  1.372  -0.0119  -0.0027  -0.0645
Si  10.9004  2.7817  1.2132  0.0103  0.0036  -0.0255
Si  8.1221  5.4384  1.3495  0.0094  -0.0172  -0.0756
Si  10.8266  8.0529  1.3839  -0.0044  0.0086  -0.0523
Si  8.206  10.8578  1.4411  0.0011  0.0105  -0.0639
Si  10.7237  13.5912  1.5273  -0.0085  -0.0248  -0.0359
Si  13.5571  0.094  1.6295  0.0361  0.0427  -0.0248
Si  16.3122  2.6586  1.2761  -0.0092  0.013  -0.0318
Si  13.6744  5.4208  1.3606  0.0133  -0.0103  -0.057
Si  16.4319  8.1765  1.5204  -0.0008  0.0231  -0.0371
Si  13.6012  10.8718  1.4725  0.0058  -0.0043  -0.0298
Si  16.2378  13.5346  1.2241  -0.0245  0.0154  -0.0523
Si  19.053  -0.1225  1.4641  -0.001  0.0058  -0.058
Si  21.7954  2.6943  1.2583  -0.0023  0.0117  -0.0341
Si  19.0178  5.4363  1.4961  -0.0242  0.0018  -0.0205
Si  21.8248  8.2478  1.5162  0.0218  0.0153  -0.031
Si  18.9957  10.8634  1.3014  -0.0192  0.006  -0.0457
Si  21.7664  13.632  1.4118  -0.0194  0.0092  -0.0495
Si  24.5708  0.0217  1.2124  -0.0343  0.025  -0.0571
Si  27.2357  2.661  1.3875  -0.0083  0.0162  -0.0508
Si  24.5217  5.4228  1.2667  -0.0195  0.0234  -0.0181
Si  27.1857  8.2195  1.4137  0.0047  0.0014  -0.0633
Si  24.492  10.883  1.437  0.0022  -0.0078  -0.0266
Si  27.2567  13.6093  1.4727  -0.0062  0.003  -0.052
Si  29.9085  -0.0113  1.3469  0.0025  -0.0065  -0.047
Si  32.6302  2.7511  1.2921  0.0034  0.0124  -0.0534
Si  29.9742  5.4694  1.2906  0.028  -0.0132  -0.0536
Si  0.0211  8.1516  1.2847  0.0034  -0.0104  -0.0764
Si  29.9184  10.8822  1.2863  -0.0145  -0.001  -0.0603
Si  0.014  13.5976  1.3098  0.01  0.0024  -0.0399
Si  1.3257  1.3934  2.6958  -0.0226  0.0087  0.0149
Si  4.0361  4.0996  2.69  0.0096  0.0092  0.0128
Si  1.3608  6.8206  2.7034  -0.0156  -0.0084  0.0356
Si  4.0773  9.5536  2.6346  0.0088  0.0146  0.0036
Si  1.368  12.1937  2.6343  0.0089  0.0036  0.0056
Si  4.0974  14.9446  2.8015  0.017  -0.0072  0.0407
Si  6.7418  1.3782  2.7336  -0.0175  -0.0137  0.0523
Si  9.551  4.1002  2.662  0.006  -0.0212  0.0234
Si  6.7577  6.783  2.7136  0.0033  -0.0058  0.0189
Si  9.5299  9.4586  2.7897  0.0314  0.009  0.0396
Si  6.8065  12.2616  2.7088  -0.0094  -0.0078  0.0049
Si  9.37  14.9658  2.8032  0.0295  0.0411  0.0324
Si  12.1247  1.4677  2.7999  -0.0457  0.0278  0.0282
Si  14.9955  4.0298  2.7279  -0.0051  0.0018  0.0418
Si  12.2535  6.7453  2.7081  0.0258  0.0029  -0.0005
Si  14.9557  9.4898  2.803  -0.0066  -0.011  0.0157
Si  12.2353  12.2709  2.7962  -0.0184  -0.0027  0.0164
Si  15.0001  14.9323  2.7204  0.0131  -0.04  -0.0071
Si  17.671  1.3255  2.6841  -0.0022  0.0243  0.0067
Si  20.4518  4.0279  2.6961  0.0053  -0.0197  0.0243
Si  17.7531  6.8309  2.8811  0.0205  -0.0095  0.04
Si  20.3893  9.6005  2.7539  -0.041  -0.0016  0.0111
Si  17.6164  12.2199  2.6819  0.0153  0.0189  0.0234
Si  20.4196  14.9141  2.8431  0.0097  -0.0146  0.0384
Si  23.1875  1.36  2.6453  -0.0101  -0.027  0.0453
Si  25.8845  4.101  2.6802  -0.0045  0.01  0.0077
Si  23.1651  6.7434  2.7286  0.021  0.0088  0.0204
Si  25.8457  9.5364  2.8133  0.0016  0.0063  0.0409
Si  23.1165  12.254  2.7404  -0.0067  -0.0005  0.0188
Si  25.842  15.0008  2.6934  -0.0202  0.0159  0.0105
Si  28.547  1.292  2.75  0.0103  0.0011  0.0246
Si  31.2933  4.1002  2.7019  0.0016  0  0.0375
Si  28.6025  6.8199  2.6597  -0.0171  -0.0283  0.0043
Si  31.2828  9.5098  2.6285  -0.0027  0.0149  0.0026
Si  28.6239  12.219  2.7647  0.0125  -0.0207  0.0404
Si  31.3214  14.9792  2.6887  -0.0028  0.0007  0.0218
Si  0.0029  0.0191  4.0697  -0.0083  -0.0131  0.0113
Si  2.6969  2.7356  4.059  0.0031  -0.0075  0.0107
Si  0.0096  5.4517  4.07  0.0013  -0.0049  -0.0088
Si  2.7325  8.191  4.0328  0.0033  -0.0099  -0.0027
Si  0.0038  10.8621  4.0151  0.0103  0.0048  0.0013
Si  2.702  13.5485  4.061  -0.003  0.0055  0.0041
Si  5.4304  0.015  4.1326  0.0005  0.0014  0.0027
Si  8.1622  2.737  4.0382  -0.0009  0.0057  -0.008
Si  5.4057  5.4338  4.0696  0.0018  0.0099  0.0074
Si  8.1235  8.1273  4.1003  -0.0061  0.0033  0.0064
Si  5.4267  10.8845  4.0378  -0.0082  -0.0069  0.0076
Si  8.0842  13.5939  4.1581  -0.0096  -0.0037  0.0294
Si  10.7968  0.0242  4.1032  0.0044  -0.0043  -0.0083
Si  13.5796  2.7517  4.1242  0.0177  0.0099  -0.0172
Si  10.8875  5.4177  4.0822  -0.0138  0.0003  0.0048
Si  13.5775  8.1193  4.1048  -0.0112  0.0071  0.0174
Si  10.8914  10.8551  4.1196  -0.0036  0.0084  -0.0082
Si  13.6141  13.6237  4.1165  0.0038  -0.0155  0.0094
Si  16.3362  -0.018  4.0823  -0.0015  -0.016  0.0201
Si  19.0572  2.6842  4.0426  0.0017  0.0148  0.0139
Si  16.3231  5.4242  4.1132  -0.0129  -0.0139  -0.0119
Si  19.1171  8.2007  4.1676  0.0039  -0.0054  0.0098
Si  16.3191  10.875  4.1184  0.0296  0.0043  -0.0142
Si  18.9983  13.5499  4.1044  -0.014  -0.0177  -0.0035
Si  21.8209  0.0181  4.0749  0.0245  0.0073  -0.0147
Si  24.5108  2.7324  4.041  -0.0214  0.004  -0.0212
Si  21.786  5.4046  4.0788  0.0024  0.008  0.0192
Si  24.4936  8.1258  4.1083  -0.0313  0.014  0.0032
Si  21.7482  10.9286  4.1177  -0.0038  -0.0018  0.0086
Si  24.5002  13.6213  4.0624  0.0047  -0.0004  0.0047
Si  27.1877  -0.0191  4.1137  0.005  0.0046  0.008
Si  29.9261  2.7129  4.0475  0.0013  0.0129  -0.0132
Si  27.2445  5.4565  4.0382  -0.0108  -0.0059  0.0107
Si  29.9457  8.1685  4.0359  0.008  0.0029  0.0035
Si  27.2378  10.8889  4.1254  0.0047  -0.0039  0.0016
Si  29.9733  13.6139  4.0765  -0.0099  0.0106  -0.0067
Si  1.3464  -1.3634  21.7643  0.0097  -0.0049  -0.011
Si  4.0661  1.3262  21.781  0.0016  0.0043  -0.0158
Si  1.3216  4.0621  21.7943  0.0006  0.0035  0.0012
Si  4.056  6.7487  21.7756  -0.0075  -0.0073  -0.0092
Si  1.3477  9.4865  21.7761  -0.006  -0.0077  -0.0022
Si  4.0865  12.2206  21.7687  -0.0009  0.0072  -0.0157
Si  6.7799  -1.3869  21.8081  -0.0065  -0.0093  0.0032
Si  9.4925  1.316  21.79  -0.0143  -0.0118  0.0006
Si  6.7923  4.029  21.8084  -0.0096  -0.0054  0.0012
Si  9.4976  6.7694  21.7783  -0.0093  -0.0003  0.0069
Si  6.7879  9.4997  21.7809  0.004  0.02  -0.0065
Si  9.4934  12.2179  21.8098  -0.0012  -0.0038  -0.0012
Si  12.2294  -1.3596  21.8285  0.0088  -0.0133  0.0064
Si  14.921  1.3371  21.7191  -0.0173  -0.0067  -0.0037
Si  12.2152  4.0809  21.7372  0.005  0.0007  -0.0078
Si  14.9688  6.8265  21.7275  0.0129  -0.0075  -0.0106
Si  12.2289  9.5225  21.7916  0.0176  0.005  -0.002
Si  14.9293  12.2556  21.782  -0.0059  -0.022  -0.0017
Si  17.6573  -1.3752  21.674  0.0011  -0.005  0.0026
Si  20.4085  1.3804  21.663  0.0042  0.0052  -0.0065
Si  17.702  4.0942  21.6945  0.0151  -0.0079  -0.011
Si  20.4359  6.859  21.6434  0.0128  -0.0044  -0.0128
Si  17.6844  9.5913  21.7287  0  0.0032  0.001
Si  20.3866  12.2397  21.7059  -0.0058  -0.0254  -0.0031
Si  23.1572  -1.343  21.6992  -0.0099  0.0148  -0.0188
Si  25.9029  1.3768  21.719  -0.0071  0.011  -0.0103
Si  23.196  4.1562  21.6427  0.0079  0.0151  -0.0217
Si  25.8879  6.8248  21.7757  0.0053  0.0198  -0.0108
Si  23.1702  9.5546  21.6923  0.0084  -0.0013  -0.0169
Si  25.8697  12.2593  21.7513  -0.0084  0.0072  -0.002
Si  28.5567  -1.3474  21.7626  -0.0015  0.0117  -0.0032
Si  31.2708  1.3703  21.8163  0.0017  -0.011  0.0018
Si  28.6031  4.0938  21.782  0.0032  0.0101  -0.0052
Si  31.2761  6.7772  21.8041  -0.0046  -0.0005  -0.0004
Si  28.555  9.498  21.8143  -0.0022  0.0015  -0.0003
Si  31.2673  12.2062  21.7629  -0.0063  0.0038  -0.0027
Si  2.6894  -0.0079  23.1443  0.003  -0.0118  -0.0048
Si  5.4243  2.6508  23.1626  -0.0004  0.002  -0.0059
Si  2.6892  5.3991  23.1498  0.0179  0.0135  0.0136
Si  5.4086  8.1266  23.1065  -0.0136  0.0041  -0.0088
Si  2.7564  10.8189  23.1018  0.0139  -0.0063  -0.0053
Si  5.3988  -2.7332  23.1674  0.0011  -0.0048  0.0016
Si  8.1373  -0.0402  23.1882  0.0057  0.0088  0.0009
Si  10.8639  2.7014  23.0948  0.0249  0.017  -0.0188
Si  8.1687  5.3852  23.1619  0.0145  -0.0216  0.0135
Si  10.8557  8.1396  23.1239  0.0126  0.0263  -0.0176
Si  8.1524  10.8261  23.1742  0.0029  -0.0178  0.0064
Si  10.831  -2.7204  23.1754  -0.0076  0.0092  -0.0128
Si  13.6102  0.014  23.1862  0.0161  0.0089  -0.0079
Si  16.3253  2.6933  23.0012  -0.0071  0.0095  -0.017
Si  13.6098  5.4427  23.0557  -0.0137  0.0009  -0.0105
Si  16.3116  8.2397  23.0621  -0.0095  0.0108  -0.0168
Si  13.5689  10.9015  23.1706  0.0002  -0.0025  0.0067
Si  16.3172  -2.6884  23.0996  -0.0124  -0.0074  0.0108
Si  19.0345  -0.0159  22.9794  -0.0011  0.0119  -0.0061
Si  21.8195  2.7927  22.9063  -0.02  -0.0004  -0.0345
Si  19.0743  5.5191  22.9808  -0.0096  -0.0081  0.005
Si  21.8201  8.1812  23.0087  -0.0046  -0.0014  -0.0195
Si  19.0339  10.9304  23.1365  0.0026  0.0277  0.0231
Si  21.7568  -2.6998  23.0066  0.01  0.0005  -0.0226
Si  24.5622  -0.0101  23.0441  0.0064  -0.0181  0.0077
Si  27.2398  2.7346  23.1147  0.0112  -0.0224  0.0032
Si  24.5002  5.4849  23.1049  -0.0469  -0.0148  -0.0028
Si  27.2309  8.1274  23.2226  -0.0154  -0.0327  0.0326
Si  24.5099  10.8968  23.0878  -0.002  -0.0203  0.0101
Si  27.2155  -2.7048  23.1383  -0.0062  -0.0036  -0.0069
Si  29.8683  0.022  23.1514  -0.0034  0.0037  0.019
Si  -0.0152  2.7227  23.2075  0.0047  0.0005  -0.014
Si  29.9316  5.4322  23.2061  -0.0036  0.0129  0.007
Si  -0.0116  8.1389  23.1567  0.0127  0.0091  0.0162
Si  29.9032  10.8753  23.1587  0.0056  0.0049  -0.0146
Si  -0.0054  -2.7507  23.0872  -0.0115  0.0146  0.0062
Si  1.3496  1.3369  24.5423  0.0129  0.0202  -0.0065
Si  4.0057  3.969  24.4896  -0.0283  -0.0066  -0.0474
Si  1.3704  6.7972  24.522  0.0186  -0.0103  -0.0393
Si  4.0606  9.4376  24.5152  -0.0253  0.0184  -0.0124
Si  1.4039  12.2058  24.3916  0.0124  0.0085  -0.033
Si  4.0147  -1.3603  24.5263  0.0066  -0.0007  -0.0408
Si  6.7645  1.2924  24.5628  0.0015  -0.0154  -0.0045
Si  9.5433  4.0018  24.5235  -0.021  -0.0058  -0.0458
Si  6.7402  6.7488  24.441  0.0216  -0.0112  -0.0106
Si  9.4943  9.427  24.5582  -0.0168  0.0115  -0.0424
Si  6.754  12.1871  24.4932  0.0091  -0.015  -0.0363
Si  9.4875  -1.3785  24.5911  -0.003  0.0044  -0.0011
Si  12.2144  1.4098  24.5024  -0.0157  0.0044  -0.0117
Si  14.9898  4.0529  24.3459  0.0026  -0.0114  -0.0391
Si  12.262  6.7921  24.4277  -0.0134  0.009  -0.0185
Si  14.9918  9.5728  24.5041  0.033  -0.0375  -0.0197
Si  12.1535  12.2321  24.5397  -0.0178  -0.006  -0.0194
Si  15.0224  -1.3405  24.5347  0.0234  0.0144  0.0059
Si  17.6812  1.3194  24.3277  -0.0284  -0.0261  -0.0211
Si  20.5392  4.2072  24.2407  0.0496  0.0276  -0.0434
Si  17.7151  6.8829  24.341  0.0027  0.018  -0.027
Si  20.4728  9.5039  24.363  -0.0197  0.0104  -0.0372
Si  17.6718  12.3429  24.5179  0.0131  0.0066  -0.0341
Si  20.3841  -1.3518  24.3404  -0.0024  -0.0229  -0.0122
Si  23.1673  1.4297  24.2233  -0.0082  0.029  -0.0653
Si  25.871  4.1075  24.4308  0.0238  -0.0004  -0.0177
Si  23.1586  6.8955  24.4484  -0.0007  0.0037  -0.0166
Si  25.8384  9.5469  24.5064  0.0006  -0.0063  -0.0483
Si  23.115  12.2956  24.3636  0.0011  0.0134  -0.0347
Si  25.8824  -1.3368  24.5136  0.0046  0.0148  -0.0281
Si  28.5347  1.4038  24.5709  0.0229  -0.0215  -0.0217
Si  31.2806  4.0842  24.6032  -0.0038  0.024  0.0009
Si  28.5824  6.7317  24.6475  -0.0087  0.008  -0.0392
Si  31.2367  9.4864  24.5082  -0.0116  -0.018  -0.0284
Si  28.5561  12.2567  24.5248  -0.0008  0.0025  0.0049
Si  31.2378  -1.4035  24.4159  -0.0135  -0.0196  -0.0369
Si  32.581  -0.0616  25.7668  -0.0096  0.0143  0.0483
Si  2.6847  2.6429  25.98  0.0047  0.0286  0.0453
Si  0.0345  5.46  25.9229  0.01  0.0113  0.0404
Si  2.7235  8.1283  25.9509  0.0012  -0.0208  0.0619
Si  0.0661  10.8499  25.7132  -0.0059  -0.0326  0.0497
Si  2.6695  -2.7779  25.8386  0.0085  0.0067  0.039
Si  5.3606  -0.0485  25.9525  -0.0116  0.0205  0.0264
Si  8.1293  2.6857  25.9018  0.0136  0.0363  0.0274
Si  5.3556  5.3997  25.7452  -0.0305  0.0093  0.0392
Si  8.0944  7.9906  25.8667  0.0392  0.0272  0.0327
Si  5.4245  10.768  25.8555  0.0215  0.0062  0.0518
Si  8.0714  -2.774  25.9009  -0.018  -0.0038  0.0486
Si  10.8394  0.0734  25.902  -0.021  -0.0094  0.053
Si  13.6744  2.7554  25.7987  0.0036  0.0103  0.0289
Si  11.0193  5.3314  25.788  0.0454  -0.0272  0.0325
Si  13.588  8.1784  25.7986  -0.0109  -0.0025  0.0367
Si  10.8121  10.8333  25.9498  -0.0146  -0.0013  0.0303
Si  13.5535  -2.6929  25.8294  -0.0137  0.0218  0.009
Si  16.4603  0.04  25.8962  -0.0006  0.0094  0.0556
Si  19.127  2.7748  25.3785  0.0004  0.0018  0.0177
Si  16.3378  5.4782  25.604  -0.0053  0.0023  0.033
Si  19.1251  8.1688  25.7302  -0.0065  0.0041  0.0343
Si  16.3244  10.9739  25.9052  -0.015  0.0158  0.0237
Si  19.0893  -2.5878  25.8575  -0.0343  -0.0169  0.066
Si  21.7807  0.0816  25.496  0.0029  -0.0311  0.0575
Si  24.5099  2.6946  25.6597  0.0262  -0.04  0.0607
Si  21.8207  5.532  25.7657  0.0082  -0.0193  0.0546
Si  24.4474  8.2253  25.8995  0.0023  -0.0087  0.06
Si  21.7805  10.9188  25.6869  -0.0197  -0.013  0.0523
Si  24.4254  -2.6953  25.7792  -0.0043  0.0256  0.0336
Si  27.1847  0.0384  25.9706  -0.0309  -0.0053  0.0387
Si  29.9274  2.7246  25.9829  -0.0231  -0.0469  0.0557
Si  27.1421  5.3212  25.9755  0.0395  0.0124  0.0432
Si  29.948  8.1557  25.9987  0.0068  -0.0131  0.0154
Si  27.1882  10.9182  25.8845  -0.0052  0.01  0.0537
Si  29.9341  -2.7218  25.8729  0.0035  0.0224  0.0717
Si  1.0424  -1.6275  27.0814  0.1747  0.0286  -0.6919
Si  4.3206  1.5826  27.3401  -0.3859  -0.3683  -0.6038
Si  1.5933  4.2884  27.2472  -0.1959  -0.1343  -0.7543
Si  3.8586  6.4572  27.1912  0.0434  0.2547  -0.7233
Si  1.1372  9.3717  27.1864  0.3017  0.1113  -0.7459
Si  4.2043  12.3179  27.1217  -0.1783  -0.256  -0.7339
Si  6.3965  -1.7406  27.2021  0.2867  0.2785  -0.7704
Si  9.4426  1.3645  27.3264  -0.0347  -0.0226  -0.683
Si  6.5068  3.9048  27.0803  0.3397  0.171  -0.7134
Si  9.6123  6.6258  27.0527  -0.2408  -0.1014  -0.6769
Si  6.9652  9.5654  27.1979  -0.2421  -0.1582  -0.694
Si  9.1116  11.9017  27.204  0.2376  0.1315  -0.6964
Si  12.5005  -1.0339  27.1187  -0.2579  -0.283  -0.5918
Si  14.8189  1.1824  27.0962  0.2427  0.2519  -0.6482
Si  12.688  4.3619  27.1856  -0.2554  -0.2319  -0.7392
Si  14.8462  6.6192  26.9799  0.0724  0.1624  -0.6573
Si  12.4741  9.727  27.1959  -0.3972  -0.3877  -0.6413
Si  14.6313  12.0699  27.1803  0.4771  0.3223  -0.6914
Si  17.7674  -1.295  27.373  0.169  0.136  -0.7148
Si  20.6845  1.7166  26.6962  -0.1974  -0.2322  -0.7207
Si  17.976  4.2599  26.6744  -0.1747  -0.002  -0.6637
Si  20.1445  6.5196  27.0922  0.2453  0.2399  -0.6318
Si  18.0348  9.7897  26.9965  -0.2309  -0.0703  -0.7172
Si  20.2131  12.0334  26.9999  0.1464  0.2262  -0.7483
Si  23.1891  -1.0584  26.9148  -0.0275  -0.2375  -0.7032
Si  25.4145  1.1269  27.1433  0.4  0.1217  -0.7417
Si  23.0044  3.8869  26.9426  0.2464  0.3534  -0.5726
Si  26.0657  7.0646  27.1574  -0.2493  -0.2108  -0.7242
Si  23.2773  9.881  27.1428  -0.0921  -0.2556  -0.6998
Si  25.542  12.0617  27.1167  0.14  0.1215  -0.714
Si  28.862  -1.0849  27.1987  -0.139  -0.1444  -0.7516
Si  31.1276  1.0853  27.1903  0.0902  0.249  -0.7106
Si  28.4721  3.926  27.4144  -0.1194  -0.0577  -0.7189
Si  31.6261  7.0748  27.279  -0.3106  -0.2217  -0.7718
Si  28.3139  9.3384  27.2279  0.2996  0.238  -0.6582
Si  31.5967  12.3855  27.0273  -0.1935  -0.0161  -0.7106
Si  29.5482  -0.3415  32.3418  0.0522  -0.09  0.0258
Si  18.7516  2.8724  36.4288  -0.0484  0.0011  0.063
Si  1.2129  1.658  31.702  -0.159  -0.0777  -0.0506
Si  10.0963  8.026  36.0131  0.2591  -0.0035  0.0258
Si  1.6785  -0.9044  30.0008  -0.041  -0.0746  -0.0335
Si  9.7729  -1.8705  34.4456  0.0388  0.0064  0.0068
Si  8.0756  5.1823  29.3511  0.0294  -0.0048  -0.068
Si  9.5028  -1.2611  31.4236  -0.0027  -0.0866  -0.0961
Si  5.1712  8.2178  29.3735  0.0514  -0.0432  -0.0774
Si  16.9383  6.0553  30.9156  0.0728  -0.0572  -0.0185
Si  13.1616  8.2784  36.7821  -0.0205  -0.0911  -0.061
Si  9.8019  9.8131  31.2861  0.0773  -0.0226  0.0325
Si  13.7711  3.0101  36.6281  -0.0171  -0.0558  0.1254
Si  30.9571  -2.1987  33.8548  0.0764  0.0451  0.0911
Si  16.4101  8.3369  29.1382  -0.0676  -0.0444  -0.0701
Si  15.4698  2.1156  30.0989  0.0298  -0.0376  -0.1017
Si  16.9786  9.6722  35.7501  -0.0077  -0.0355  0.0139
Si  24.7978  10.0811  34.1216  0.0035  0.0075  0.0027
Si  26.5534  -4.1083  35.3346  -0.0531  0.0786  0.2083
Si  17.8474  3.5787  29.4456  -0.0129  -0.0782  0.0217
Si  26.729  2.4651  29.5662  0.0368  0.0023  0.0148
Si  22.6546  11.0466  32.4336  -0.0981  0.0573  -0.0931
Si  23.5858  -2.6643  31.3375  -0.0881  -0.0172  0.0093
Si  28.781  -2.2507  30.0085  -0.0592  -0.0822  -0.0583
Si  23.3737  -0.7412  33.4832  -0.0185  0.193  -0.0372
Si  28.4664  4.3425  35.5563  0.008  0.1315  0.0143
Si  22.7411  3.9025  29.9238  0.0123  0.0347  -0.1614
Si  20.684  -0.9546  34.6398  -0.1246  0.1075  0.0123
Si  21.1408  6.643  30.092  0.0219  -0.0393  -0.1469
Si  29.0771  9.6659  30.2765  -0.1399  -0.024  -0.1912
Si  5.0528  1.4093  30.2515  -0.0513  -0.0948  -0.119
Si  8.1041  3.0626  33.8487  -0.0499  -0.0152  0.0012
Si  8.3337  8.273  33.616  -0.0311  -0.018  0.0125
Si  2.9586  10.5106  29.3551  -0.0368  0.0019  -0.1286
Si  3.0076  3.0569  33.6339  0.0339  0.036  0.0778
Si  8.8027  -3.8733  30.1323  0.0944  0.0683  -0.0795
Si  2.8996  -2.3116  36.4015  0.0289  -0.0156  0.1375
Si  3.8667  11.0359  32.0257  -0.057  0.0515  -0.0187
Si  17.1548  11.8779  31.7411  -0.0141  0.0051  0.0202
Si  0.9592  9.9046  35.6802  0.0624  -0.047  0.087
Si  32.0448  7.1056  35.5843  -0.0694  -0.013  0.1962
Si  0.1041  -2.9766  31.558  0.0795  0.0391  0.0015
Si  11.1124  8.1743  29.1914  0.0697  0.0759  0.0568
Si  15.933  -2.7716  29.3439  -0.0841  0.0323  -0.0474
Si  3.8024  9.2957  34.4221  0.0089  -0.0205  0.0474
Si  11.8245  6.259  31.3796  -0.0448  0.1181  0.0534
Si  15.0029  9.9254  31.0423  -0.082  0.0364  0.0062
Si  11.4256  2.6194  29.3266  -0.0469  -0.0618  -0.0337
Si  2.6334  -2.8799  33.4263  0.0919  0.1224  -0.0338
Si  14.3751  4.5667  31.5365  0.2019  -0.0541  -0.021
Si  18.4175  -0.3744  32.8794  -0.0158  -0.0117  -0.1139
Si  13.4624  8.2852  32.933  0.0125  0.0088  -0.0021
Si  11.9932  -0.3136  29.9189  0.0276  -0.0059  -0.1275
Si  20.3675  2.0371  29.6156  -0.0241  0.0398  -0.0981
Si  10.4673  10.9591  36.5729  0.0181  0.0132  0.1764
Si  22.0435  9.4227  30.0511  -0.0276  0.0655  -0.0304
Si  16.9174  -2.7177  34.3778  0.0265  -0.0431  -0.0589
Si  14.9251  -0.7408  34.2802  0.0396  0.1339  -0.0129
Si  16.9921  1.5971  34.4849  -0.0509  -0.0599  0.0155
Si  19.1804  -0.5571  30.0905  -0.0226  0.0079  -0.198
Si  15.8893  7.3309  34.4612  0.0483  0.0612  0.0035
Si  15.4451  4.277  34.3902  0.0196  0.0162  -0.0281
Si  19.3663  6.0306  32.5547  0.1173  0.0103  0.0755
Si  26.1868  9.8495  31.2988  0.0319  -0.0555  -0.0206
Si  25.936  3.2906  33.9392  0.0959  0.0233  0.0342
Si  28.6474  10.0322  35.6816  -0.0267  -0.0098  0.0938
Si  30.9941  11.8867  29.8643  -0.0434  -0.0487  -0.1038
Si  24.2493  8.2485  36.4715  -0.0777  0.0214  0.1577
Si  6.6606  6.6785  31.4483  -0.0696  -0.0011  -0.0224
Si  25.217  4.5103  31.33  -0.0113  -0.074  -0.0406
Si  30.3511  5.2846  29.3355  0.0425  0.0541  -0.0576
Si  6.5363  10.0862  35.5469  0.0471  -0.0771  0.0376
Si  23.1857  2.156  34.5992  -0.0314  -0.085  0.0323
Si  6.3767  4.4434  35.7564  0.0529  0.0002  0.1078
Si  30.1831  2.0654  35.704  0.0191  -0.0598  0.1147
Si  32.3788  2.9081  29.3668  0.1122  -0.0431  -0.1141
Si  27.5106  0.4503  36.4488  0.011  0.0254  0.2312
Si  6.1837  -3.6067  31.4069  -0.0441  -0.055  -0.0051
Si  28.9094  6.9255  31.2375  -0.0665  0.0704  0.0525
Si  4.7649  1.6611  35.6147  -0.0337  0.0509  0.0991
Si  9.8304  4.043  31.4671  0.0415  0.0373  -0.0885
Si  4.2667  6.5367  35.6601  -0.0005  0.0655  0.0758
Si  5.5511  3.7428  32.2016  0.0864  -0.0099  -0.027
Si  7.2425  -3.4294  34.3741  -0.1414  0.041  0.0058
Si  7.5659  -0.0649  29.4573  0.1031  0.0453  -0.0814
Si  21.4674  -2.4752  29.1599  -0.0417  0.1144  -0.155
Si  12.5759  10.9147  32.2397  0.0762  -0.0741  0.0501
Si  9.5419  0.7705  35.5256  -0.0687  0.1673  0.0828
Si  5.7176  -1.0097  35.7795  0.0991  -0.1382  0.0595
Si  14.6829  -0.6005  31.2022  0.0225  -0.0521  -0.0607
Si  14.4493  11.076  35.9663  -0.1003  -0.0396  0.0666
Si  12.4283  0.3416  35.6751  0.0533  -0.0606  0.242
Si  22.0872  0.4332  36.734  -0.0179  -0.0765  -0.0478
Si  22.108  5.9826  36.4883  0.0056  0.0205  0.2155
Si  12.076  -3.8068  34.578  0.0399  0.0991  0.1332
Si  31.922  0.4133  33.6143  -0.0488  -0.0578  0.0163
Si  25.9043  7.06  30.1696  0.0693  0.0971  -0.0281
Si  20.8298  4.1587  34.3885  -0.0033  -0.0663  0.1509
Si  19.8422  10.514  31.6615  0.1207  -0.0217  -0.0548
Si  26.2605  -1.2559  34.1182  0.1135  -0.0403  -0.0564
Si  18.3862  8.5057  33.5415  -0.0039  0.0004  0.1639
Si  31.2968  -4.6623  35.7128  -0.03  0.0018  0.0473
Si  18.8829  -2.6668  36.4505  -0.0211  0.0909  0.1584
Si  27.0769  0.8887  32.249  -0.1084  0.0114  -0.0893
Si  4.1231  -1.2406  31.5178  -0.0213  0.0434  0.0014
Si  29.1514  7.2016  34.4095  0.0345  -0.0002  0.0464
Si  26.1393  -3.6379  30.0877  0.0499  -0.0475  -0.1007
Si  1.521  4.9621  35.5473  0.0138  -0.0445  0.088
Si  1.3639  14.9524  5.4098  0.0095  0.0026  0.0074
Si  4.0509  1.3799  5.4425  0.0084  0.0024  0.0098
Si  1.3578  4.0916  5.4338  -0.0087  0.0052  0.0058
Si  4.0663  6.8181  5.4169  -0.0045  0.0093  0.0054
Si  1.3588  9.521  5.4039  0.0028  -0.0041  0.0058
Si  4.0699  12.2195  5.4315  -0.0011  0.0077  0.0051
Si  6.7555  14.9667  5.505  -0.0119  -0.0037  0.0177
Si  9.4672  1.3806  5.4652  -0.0089  -0.0061  -0.0019
Si  6.7932  4.083  5.413  0.0012  -0.0132  0.0086
Si  9.5108  6.7783  5.4383  0.0121  0.0063  0.0033
Si  6.7749  9.5221  5.4255  -0.003  -0.0004  0.0113
Si  9.5057  12.2279  5.4516  0  -0.0101  0.0078
Si  12.2173  14.9889  5.4354  0.0035  0.0052  -0.0095
Si  14.946  1.3411  5.431  0.0061  0.0127  -0.0018
Si  12.2344  4.0988  5.4863  -0.0001  -0.0095  0.0017
Si  14.948  6.7745  5.4665  -0.0059  0.0006  -0.0007
Si  12.2385  9.4945  5.4733  0.0058  0.0014  0.0065
Si  14.9593  12.2427  5.4697  -0.0029  -0.0032  0.0026
Si  17.684  14.9537  5.4586  0.0089  -0.0041  0.0048
Si  20.4236  1.3523  5.4265  0.007  0.0032  0.0035
Si  17.7066  4.0549  5.4286  0.0158  -0.0095  0.0054
Si  20.4562  6.7862  5.465  0.0087  0.0002  0.0062
Si  17.6941  9.5333  5.483  -0.0018  0.0061  -0.0007
Si  20.3822  12.2462  5.4871  -0.0142  0.0063  0.014
Si  23.1511  14.97  5.4443  -0.0217  -0.001  0.0038
Si  25.8473  1.377  5.4368  -0.0113  0.0059  0.0093
Si  23.1499  4.0614  5.4352  0.0058  -0.0064  -0.0011
Si  25.8845  6.7903  5.4388  0.003  -0.0159  0.0077
Si  23.1164  9.5131  5.4325  0.0081  0.0019  0.0026
Si  25.8601  12.264  5.4382  -0.0099  0.0005  0.0081
Si  28.5778  14.9453  5.4385  -0.0007  -0.0108  0.0021
Si  31.2801  1.3676  5.4287  -0.0078  0.0048  0.0066
Si  28.5784  4.0828  5.4113  0.0065  0.0031  0.0064
Si  31.2886  6.8106  5.4181  -0.0021  -0.004  0.0071
Si  28.5983  9.5092  5.4393  0.0008  -0.0028  0.0075
Si  31.3192  12.2342  5.4148  -0.0021  -0.001  0.0028
Si  2.708  -0.0044  6.7904  -0.0037  -0.0076  -0.0047
Si  5.4327  2.7299  6.7895  0.0065  -0.0044  -0.0058
Si  2.7177  5.4535  6.7887  0.0097  -0.001  -0.0072
Si  5.4254  8.1622  6.7939  -0.0046  0.0049  -0.0063
Si  2.7121  10.8665  6.7905  -0.0006  -0.0039  -0.0071
Si  5.3991  13.586  6.8232  -0.0011  0.0142  0.0021
Si  8.1352  0.0079  6.8345  -0.0005  0.0007  -0.0043
Si  10.8601  2.7217  6.8147  0.008  -0.0009  -0.0033
Si  8.1461  5.4291  6.7988  0.0023  -0.0022  -0.0078
Si  10.8594  8.1432  6.8136  0.0026  0.0017  -0.0027
Si  8.1382  10.8713  6.8022  -0.0056  0.0016  -0.0029
Si  10.8695  13.6038  6.7957  0.004  0.0036  -0.0053
Si  13.5829  0.0067  6.8102  -0.007  -0.0031  -0.0042
Si  16.3254  2.7035  6.7858  -0.0093  0.0048  -0.0105
Si  13.591  5.4442  6.8462  -0.0089  0.0086  -0.0023
Si  16.3187  8.1526  6.8085  0.0006  -0.0007  -0.0036
Si  13.5996  10.8702  6.8171  0.0019  -0.0025  0.0026
Si  16.3155  13.6063  6.8241  0.0064  0.0009  -0.0034
Si  19.0622  -0.0046  6.7983  0.0036  -0.011  -0.0078
Si  21.7731  2.7175  6.7952  -0.0013  0.0059  -0.0042
Si  19.0556  5.4287  6.794  0.0045  0.0143  -0.0029
Si  21.7922  8.157  6.8257  -0.0126  -0.0154  -0.0047
Si  19.0447  10.8805  6.8508  0.007  -0.0017  0.0018
Si  21.7694  13.6204  6.8039  -0.0124  -0.0022  -0.0031
Si  24.5009  0.0109  6.8057  0.0005  0.0056  -0.0023
Si  27.2196  2.7305  6.7869  -0.0082  0.0043  -0.0037
Si  24.5128  5.4295  6.7909  -0.0084  0.0023  -0.003
Si  27.2315  8.1565  6.7995  0.006  -0.0036  -0.0019
Si  24.4899  10.8851  6.779  -0.0052  0.0025  -0.0074
Si  27.2202  13.6019  6.8102  0.0068  0.0031  -0.0034
Si  29.9272  0.0033  6.7912  -0.0036  0.002  -0.0048
Si  0.0021  2.7241  6.7906  -0.0008  -0.0024  -0.0031
Si  29.9323  5.4443  6.7792  -0.0024  -0.0027  -0.0085
Si  0.0098  8.164  6.7806  0.0027  0.0031  -0.0051
Si  29.9534  10.8824  6.7857  0.0017  -0.0049  -0.0017
Si  0.0162  13.5993  6.7883  0.0016  -0.0054  -0.0095
Si  1.3549  1.3582  8.1522  -0.0008  -0.0005  -0.0075
Si  4.0784  4.0918  8.1508  0.0087  0.0083  -0.0071
Si  1.3601  6.8055  8.1524  0  0.0001  -0.0023
Si  4.0692  9.5144  8.1608  -0.0082  -0.0087  -0.0055
Si  1.3678  12.2391  8.1542  0.0117  0.0115  -0.0001
Si  4.0557  14.9615  8.171  -0.0029  -0.0128  0.0029
Si  6.7727  1.3694  8.1752  -0.0022  -0.0072  0.0005
Si  9.5014  4.0788  8.1731  -0.0016  -0.0036  -0.0031
Si  6.7888  6.7993  8.1531  0.008  0.0121  -0.0029
Si  9.4989  9.5118  8.1644  -0.0002  -0.006  -0.0029
Si  6.783  12.233  8.1664  -0.0044  0.0014  -0.0089
Si  9.5117  14.9596  8.1678  0.0062  0.0078  -0.0044
Si  12.2256  1.3643  8.1712  0.0018  -0.0012  0.0025
Si  14.9674  4.0646  8.1635  -0.0042  -0.0014  -0.0031
Si  12.2227  6.8024  8.1882  0.0057  -0.003  0.0016
Si  14.9604  9.5137  8.1745  0.0002  -0.0004  -0.0053
Si  12.2279  12.2381  8.1598  0.0005  0.0042  -0.005
Si  14.9441  14.9641  8.1699  0.0037  -0.0104  -0.0016
Si  17.6873  1.3534  8.1532  0.0039  0.0002  -0.0094
Si  20.4158  4.0781  8.1584  0.0021  -0.0014  0.0005
Si  17.6878  6.789  8.1557  -0.0066  -0.0065  -0.0025
Si  20.4142  9.5087  8.1798  -0.0129  -0.0034  0.0015
Si  17.6776  12.2499  8.1871  0.0087  0.001  -0.0041
Si  20.4129  14.9681  8.1729  0.0088  0.0065  0.0043
Si  23.1304  1.3618  8.1615  -0.0088  -0.0112  0.0015
Si  25.8636  4.078  8.1597  -0.0049  0.0017  -0.0025
Si  23.1582  6.7926  8.1621  0.0093  0.0183  -0.0002
Si  25.8587  9.5267  8.1411  -0.0035  -0.0051  -0.0043
Si  23.1312  12.2429  8.1486  -0.0061  -0.0046  -0.0086
Si  25.8625  14.9701  8.1617  -0.0004  0.0049  -0.0042
Si  28.5726  1.3657  8.1508  0.0027  0.0018  -0.004
Si  31.2878  4.087  8.1486  -0.0037  0.0007  -0.0027
Si  28.5827  6.7965  8.1575  -0.0028  -0.0034  0.0001
Si  31.3013  9.5226  8.1522  0.0014  0.0031  -0.0054
Si  28.5844  12.2344  8.1516  -0.0062  -0.0017  -0.0043
Si  31.2902  14.9589  8.1464  -0.0065  -0.0049  -0.0078
Si  0.0032  -0.0027  9.5158  0.0008  -0.0013  -0.0007
Si  2.7205  2.7211  9.5072  0.0045  -0.0091  -0.0008
Si  0.0062  5.4425  9.5129  0.0021  0  -0.0023
Si  2.7165  8.1568  9.5236  0.0036  0.0014  0.0004
Si  0.0121  10.881  9.5183  -0.0002  -0.0038  -0.0024
Si  2.7115  13.5953  9.5304  -0.0013  0.0081  0.0046
Si  5.4221  -0.0014  9.5274  -0.0007  -0.0005  0.0026
Si  8.1426  2.7203  9.5327  0.0031  -0.0018  -0.0025
Si  5.4333  5.4429  9.5218  0.0035  -0.0052  -0.0028
Si  8.1438  8.1526  9.5262  0.002  -0.0001  0.0013
Si  5.4283  10.8721  9.5262  -0.0031  0.0019  -0.0012
Si  8.1461  13.5969  9.5213  0.0006  -0.0046  -0.0015
Si  10.869  -0.0013  9.5291  0.0096  -0.0043  0.0012
Si  13.5944  2.7193  9.5268  0.0015  -0.0015  -0.0019
Si  10.8623  5.4359  9.5359  -0.002  0.0069  0.0015
Si  13.591  8.1626  9.5342  -0.0064  0.0071  0.0027
Si  10.8635  10.8777  9.5177  -0.0057  0.0016  0.0013
Si  13.5855  13.598  9.5241  0.0068  0.0001  0.005
Si  16.3172  0.0037  9.5187  -0.0011  -0.0031  -0.0006
Si  19.0458  2.7195  9.5135  -0.0013  0.0081  -0.0012
Si  16.3232  5.4341  9.5188  0.0004  0.0024  -0.0022
Si  19.043  8.1497  9.5239  0.0032  0.008  0.0058
Si  16.3157  10.8796  9.532  0.0044  0.0018  0.0015
Si  19.0466  13.6104  9.5313  -0.0016  -0.0012  -0.0016
Si  21.7726  0.0078  9.5271  -0.0042  0.0017  -0.0001
Si  24.4963  2.722  9.5159  -0.0044  -0.0001  -0.0013
Si  21.7782  5.441  9.514  -0.003  -0.0003  0.0025
Si  24.5078  8.1659  9.5133  -0.0008  -0.0119  0.0041
Si  21.7752  10.8851  9.519  -0.0002  -0.0057  -0.0003
Si  24.4948  13.6034  9.5091  -0.0024  0.0033  -0.0029
Si  27.2193  0.0081  9.5195  -0.0058  0.0014  0.001
Si  29.933  2.7242  9.5107  -0.0053  -0.0012  -0.0002
Si  27.2208  5.441  9.5172  -0.0048  -0.0017  0.0041
Si  29.9409  8.1619  9.5115  -0.0017  -0.0052  0.0015
Si  27.2184  10.8799  9.5081  0.0061  -0.0001  0.0008
Si  29.936  13.6006  9.5122  -0.0027  -0.0025  0.0003
Si  1.3563  -1.3612  10.8855  0.0009  -0.0113  -0.0008
Si  4.0687  1.3623  10.8836  0.0037  -0.0047  -0.0029
Si  1.3651  4.0798  10.8722  -0.0018  0.0006  -0.0041
Si  4.0753  6.7982  10.8857  0.001  0.0029  -0.0041
Si  1.3657  9.5214  10.8843  0.0024  -0.0012  -0.0014
Si  4.0756  12.2361  10.888  -0.0012  0.0067  -0.0012
Si  6.7873  -1.3633  10.8827  -0.0006  0.0076  0.0013
Si  9.5052  1.357  10.8874  -0.0037  -0.0001  -0.0008
Si  6.7876  4.0828  10.89  0.003  0.0019  -0.0035
Si  9.5033  6.7969  10.8927  -0.0007  -0.0021  -0.0012
Si  6.7863  9.5126  10.8881  0.0012  -0.0044  -0.0033
Si  9.5041  12.2352  10.8819  0.0034  -0.001  -0.0028
Si  12.2278  -1.3625  10.8866  -0.0015  -0.0007  0.0015
Si  14.9556  1.3597  10.8836  -0.0011  0.0006  -0.001
Si  12.2301  4.0774  10.8876  0.0012  -0.0008  -0.0007
Si  14.9562  6.7943  10.8793  -0.0021  -0.0036  -0.0007
Si  12.2239  9.5224  10.8854  0.0116  0.0013  0.0006
Si  14.9485  12.24  10.8839  -0.0039  -0.0061  0.0005
Si  17.6766  -1.3522  10.883  0.0068  -0.0041  0
Si  20.4057  1.3666  10.8795  0.0044  -0.006  0.0005
Si  17.6848  4.0781  10.8778  0.001  -0.0022  0.0007
Si  20.4126  6.7965  10.8767  -0.0049  -0.0031  0.0002
Si  17.6808  9.5161  10.8802  0.0029  -0.003  0.0008
Si  20.4098  12.2429  10.8783  -0.0039  0.0023  -0.0006
Si  23.1362  -1.358  10.8745  -0.0081  0.0041  -0.0016
Si  25.8561  1.3643  10.877  -0.0026  -0.0022  -0.0004
Si  23.136  4.0831  10.875  -0.0007  -0.002  -0.0029
Si  25.8631  6.805  10.8739  0.003  0.0098  0.0001
Si  23.1393  9.5239  10.8711  0.004  0.0022  -0.0029
Si  25.8589  12.2444  10.8665  -0.0022  -0.0014  -0.0037
Si  28.5789  -1.3572  10.8733  -0.0003  0.0023  -0.0024
Si  31.2888  1.3615  10.8736  -0.0038  -0.0027  -0.0021
Si  28.5778  4.0809  10.8765  -0.0001  -0.001  -0.0012
Si  31.2946  6.8032  10.8769  -0.0016  0.0013  -0.0013
Si  28.5781  9.5212  10.8692  -0.0055  -0.0054  -0.0005
Si  31.2919  12.2409  10.8763  0.0015  0.0042  -0.0023
Si  2.7185  -0.0038  12.2449  -0.0029  0.0046  0.0017
Si  5.4297  2.718  12.2462  0.0022  -0.0011  -0.0015
Si  2.7184  5.4354  12.2431  0.0071  -0.0062  -0.0013
Si  5.4314  8.1538  12.2525  -0.0009  -0.0021  -0.002
Si  2.7213  10.8763  12.2516  0.0006  -0.0012  0.0004
Si  5.4341  13.595  12.2485  0.0015  -0.0051  -0.0002
Si  8.1447  -0.0045  12.2455  0.0028  -0.0042  0.0002
Si  10.8665  2.7172  12.2461  0.0038  -0.0045  -0.0019
Si  8.1469  5.4366  12.2551  -0.0024  0.0011  -0.0032
Si  10.8661  8.1591  12.2471  -0.0048  0.0035  -0.0037
Si  8.1477  10.8738  12.2455  -0.0003  0.0018  0.001
Si  10.863  13.5967  12.2414  0.0048  0.0016  -0.0009
Si  13.5904  0  12.2415  0.0047  -0.0029  0.0003
Si  16.3159  2.725  12.2385  0.0012  0.0029  -0.0009
Si  13.5903  5.4414  12.243  0.0008  0.002  0.0001
Si  16.3146  8.1586  12.2369  0.0012  0.0036  -0.0029
Si  13.5854  10.8816  12.2424  -0.0042  0.0092  -0.0017
Si  16.3118  13.6041  12.2369  -0.0007  0.0026  -0.0019
Si  19.0394  0.0102  12.2373  0  0.0068  -0.0041
Si  21.7719  2.7259  12.234  -0.0083  0.0032  -0.0023
Si  19.0471  5.4392  12.235  0.0003  0.0011  -0.0011
Si  21.7728  8.166  12.2281  -0.003  -0.0012  -0.0002
Si  19.0426  10.8828  12.2322  0.0027  -0.0017  -0.0009
Si  21.7705  13.6068  12.2319  0.0039  -0.0023  -0.0035
Si  24.4968  0.0023  12.2335  0  -0.0036  -0.0015
Si  27.2179  2.7224  12.2355  -0.0017  0.0008  -0.0026
Si  24.4975  5.4466  12.2293  -0.0037  -0.0013  -0.0038
Si  27.2224  8.1637  12.2318  0.0011  -0.0086  -0.0004
Si  24.4992  10.8862  12.2278  -0.0027  -0.0041  0.0004
Si  27.2177  13.6026  12.2299  -0.0006  -0.0002  0.001
Si  29.9352  0.0008  12.2371  -0.0011  -0.0046  0.0019
Si  0.0107  2.7178  12.2341  0.0028  -0.0035  -0.0006
Si  29.938  5.4412  12.235  -0.0007  -0.0008  0.0003
Si  0.0097  8.16  12.2431  -0.0013  0.0002  -0.0006
Si  29.9338  10.8803  12.2343  -0.0008  -0.0026  -0.0007
Si  0.0046  13.5962  12.2459  -0.0006  0.0047  0.0024
Si  1.3628  1.3569  13.6026  0.0013  -0.0049  0.0012
Si  4.074  4.0763  13.6085  -0.0021  -0.0036  0.0004
Si  1.3641  6.797  13.6054  -0.0034  0.0038  -0.0003
Si  4.0755  9.5131  13.615  0.0034  0.001  -0.0004
Si  1.3626  12.2373  13.6103  -0.0004  0.002  -0.0009
Si  4.0761  -1.3649  13.6096  0.0027  -0.0027  -0.0013
Si  6.7864  1.355  13.6073  -0.0023  0.0037  -0.0015
Si  9.5068  4.0736  13.6119  -0.0013  0.0029  0.0009
Si  6.7884  6.7943  13.6161  -0.0033  -0.0008  -0.0002
Si  9.5051  9.5153  13.6097  0.0045  -0.0024  0.0017
Si  6.7903  12.2314  13.6098  0.0008  0.0023  0.0026
Si  9.5027  -1.3669  13.604  0.0007  -0.0017  0.0013
Si  12.2258  1.3562  13.6032  -0.0014  -0.0007  -0.0011
Si  14.9507  4.0816  13.5999  0.0009  -0.0031  0.0017
Si  12.2271  6.7987  13.6055  0.0019  -0.0006  -0.0001
Si  14.9478  9.5176  13.5943  0.0014  -0.0044  -0.0016
Si  12.2225  12.2387  13.6011  0.0045  -0.0043  -0.0004
Si  14.9494  -1.3593  13.5998  -0.0015  -0.0026  0.0014
Si  17.6772  1.3685  13.5978  -0.0013  -0.0034  0.001
Si  20.4101  4.0838  13.5939  0.0031  0.0014  0.0004
Si  17.6803  6.8006  13.5906  0.0046  -0.0053  -0.0024
Si  20.4081  9.5255  13.586  0.0021  0.0038  -0.0039
Si  17.6754  12.2423  13.5889  0.0012  -0.0057  -0.0031
Si  20.4047  -1.3525  13.5865  -0.002  0.0041  -0.0034
Si  23.1352  1.3652  13.5887  -0.0029  -0.0021  -0.0003
Si  25.8591  4.0876  13.588  0.002  0.0021  -0.0008
Si  23.1365  6.8083  13.5855  0.0008  -0.0037  -0.0026
Si  25.8615  9.527  13.5854  0.0012  0.0021  -0.0031
Si  23.1369  12.2487  13.5841  -0.0075  0.0026  -0.0008
Si  25.8609  -1.3557  13.5902  -0.0063  0.0023  -0.0021
Si  28.5773  1.3614  13.5956  0.002  0.0008  -0.001
Si  31.2966  4.0795  13.5945  0.0005  -0.0024  -0.0026
Si  28.5815  6.8049  13.5913  -0.0019  0.0031  -0.0015
Si  31.2921  9.5225  13.5998  -0.0022  -0.0026  0.0008
Si  28.5756  12.2421  13.5925  -0.0001  0.0027  0.0005
Si  31.289  -1.3614  13.6028  0.0029  -0.0005  0.0011
Si  0.0101  -0.0057  14.9642  0.0013  0.0044  0.0007
Si  2.7199  2.7122  14.9681  -0.0001  -0.0024  0.0023
Si  0.0088  5.435  14.965  -0.0005  -0.0025  -0.001
Si  2.7176  8.1517  14.9753  0.0027  -0.002  0.0002
Si  0.0061  10.8766  14.9715  0.0049  0.0018  -0.0007
Si  2.7207  13.5938  14.9743  -0.0005  -0.0037  -0.0008
Si  5.4335  -0.0069  14.9735  0.0015  0.0016  0.0007
Si  8.1443  2.7113  14.9712  -0.0026  -0.0057  -0.0017
Si  5.4293  5.4322  14.9753  0.0012  -0.0041  0.0001
Si  8.1481  8.1539  14.9746  -0.0022  -0.0022  -0.0007
Si  5.4361  10.8696  14.9759  -0.0023  -0.0016  0.0014
Si  8.1487  13.5912  14.97  0.004  0.0022  0.0029
Si  10.8613  -0.0053  14.9614  0.0033  -0.0019  -0.0004
Si  13.5843  2.7219  14.9584  -0.0003  -0.0009  -0.0022
Si  10.8665  5.4374  14.9686  0  0.002  -0.0001
Si  13.5861  8.1638  14.9614  -0.0002  0.0054  0.0022
Si  10.8658  10.8786  14.9648  0.005  0.0078  -0.002
Si  13.5808  13.6019  14.9559  0.0009  0.0014  -0.0007
Si  16.31  0.0078  14.9519  0.0045  0.0043  -0.0014
Si  19.0423  2.7299  14.9524  0.0026  0.0008  -0.0021
Si  16.3127  5.4478  14.9523  0.0011  0.0036  -0.0022
Si  19.0427  8.1668  14.9416  -0.0017  0  -0.0002
Si  16.3084  10.8832  14.9456  -0.0033  0.0027  -0.0008
Si  19.0369  13.6097  14.9394  0.0051  0.0031  0.0008
Si  21.7693  0.0066  14.9424  -0.0049  -0.0023  -0.0031
Si  24.502  2.7252  14.9439  -0.0025  0.0018  0.0005
Si  21.7758  5.449  14.9431  -0.0037  0.0012  -0.0006
Si  24.5013  8.1685  14.9403  -0.0052  -0.0028  0.0038
Si  21.7706  10.8921  14.937  0.0027  -0.0029  0.0008
Si  24.4991  13.6053  14.9452  -0.0038  -0.0041  0.0008
Si  27.2215  -0.0004  14.9539  -0.0049  -0.003  0.0001
Si  29.9408  2.7196  14.9535  0.0037  0.0031  -0.0002
Si  27.2226  5.4457  14.9456  0.0013  -0.0025  0.0016
Si  29.9364  8.1614  14.9577  0.0014  -0.0048  0.0004
Si  27.2187  10.8818  14.9512  -0.0019  -0.0056  0.0028
Si  29.9331  13.596  14.9608  0.0009  0.0011  0.0028
Si  1.3616  -1.366  16.3348  -0.0013  0.001  -0.0013
Si  4.0711  1.3489  16.3353  -0.0012  0.0016  -0.0009
Si  1.3649  4.0729  16.3283  0.0016  -0.0043  -0.002
Si  4.0719  6.7891  16.3396  -0.0061  0.0018  0
Si  1.3587  9.5115  16.3361  -0.0029  0.0013  0.0006
Si  4.0753  12.2272  16.3355  0.0037  0.0049  -0.0019
Si  6.7927  -1.3697  16.3335  -0.0004  -0.0053  0.0032
Si  9.5008  1.3465  16.3292  -0.0021  0.0002  0.0036
Si  6.7834  4.0666  16.3357  -0.0029  0.0054  0.0011
Si  9.5053  6.7922  16.3349  -0.0034  -0.0028  0.0012
Si  6.7907  9.5077  16.3423  0.0029  0.0019  0.0014
Si  9.5073  12.2311  16.3317  0.0086  -0.0101  0.0012
Si  12.2158  -1.3667  16.3213  0.0024  0.0007  0.0026
Si  14.9422  1.3605  16.3135  -0.0035  0.0017  0.0017
Si  12.2239  4.0755  16.3275  0.0013  0.0001  0.0016
Si  14.9488  6.8048  16.3159  0.0028  -0.0058  0.0034
Si  12.2247  9.5222  16.3261  -0.0018  0.0003  0.0025
Si  14.941  12.2384  16.3063  0.0035  -0.0038  0.0003
Si  17.6735  -1.3539  16.3013  -0.0033  0.0019  0.0045
Si  20.4084  1.3664  16.3011  0.0051  -0.0021  0.0041
Si  17.6771  4.0924  16.3073  0  0.002  0.0044
Si  20.4131  6.8134  16.295  0.0059  -0.0104  -0.0004
Si  17.6727  9.5234  16.2968  0.0115  -0.0017  -0.001
Si  20.4046  12.2541  16.2898  -0.0054  -0.0017  0.0001
Si  23.137  -1.3498  16.2961  -0.0084  0.0084  -0.0017
Si  25.8666  1.3692  16.3053  -0.0023  -0.0003  0.0024
Si  23.1459  4.0926  16.2965  -0.0014  -0.0025  -0.0038
Si  25.8701  6.8146  16.299  0.001  -0.0035  0.0015
Si  23.141  9.5374  16.2883  -0.0049  0.0048  -0.0014
Si  25.8595  12.2452  16.3051  -0.0051  0.0056  0.0045
Si  28.5775  -1.3619  16.3184  0.0021  0.0037  0.0056
Si  31.2947  1.3577  16.3194  0.0051  -0.0068  -0.0025
Si  28.5852  4.0876  16.3047  0.0007  -0.0031  -0.0026
Si  31.2882  6.7964  16.3209  0.0018  0.005  -0.0038
Si  28.5806  9.525  16.3144  -0.0003  -0.0033  -0.0012
Si  31.2879  12.2379  16.3312  0.0019  0.0044  -0.0024
Si  2.7142  -0.0086  17.7031  0.0048  -0.0051  0.0043
Si  5.4277  2.7024  17.7014  -0.003  -0.0026  -0.0018
Si  2.7175  5.4238  17.7015  0.0024  0.0006  0.0004
Si  5.43  8.1441  17.7035  0.0014  -0.001  0.0012
Si  2.7186  10.8662  17.7005  0.0011  -0.0003  0.0031
Si  5.4344  13.588  17.6925  0.001  -0.0021  -0.004
Si  8.1521  -0.0178  17.7034  -0.0004  0.0076  0.0018
Si  10.857  2.7105  17.6845  0.0016  -0.0039  -0.0028
Si  8.143  5.4259  17.694  -0.0007  -0.0048  -0.0034
Si  10.8629  8.1625  17.6881  0.0086  0.0015  -0.0009
Si  8.1562  10.867  17.698  0.0006  0.0103  -0.0039
Si  10.8615  13.5932  17.6944  0.004  0.0026  -0.0034
Si  13.5737  -0.0009  17.6717  -0.0025  -0.0019  -0.002
Si  16.3059  2.731  17.6574  -0.003  -0.003  -0.0035
Si  13.5853  5.4453  17.6778  -0.0014  -0.0001  -0.0031
Si  16.3081  8.1756  17.667  -0.0017  0.0049  0.0001
Si  13.5816  10.8903  17.6836  0.004  0.0078  -0.0038
Si  16.2986  13.6083  17.6515  -0.0011  -0.0012  -0.0033
Si  19.0409  0.0055  17.6546  -0.0045  0.0014  0.0001
Si  21.7822  2.731  17.6443  -0.003  0.0044  -0.0098
Si  19.0434  5.4641  17.6527  0.0117  0.0029  -0.0037
Si  21.781  8.1822  17.6391  -0.0005  0.0011  -0.001
Si  19.0333  10.897  17.6379  0.0034  -0.0026  -0.0012
Si  21.7733  13.609  17.6463  -0.0002  -0.0016  -0.0016
Si  24.5027  0.0077  17.6536  -0.0044  -0.005  -0.0036
Si  27.2384  2.7254  17.6619  0.0055  0.009  -0.0021
Si  24.5175  5.4512  17.6502  -0.0072  -0.0007  0.0071
Si  27.2283  8.1648  17.6731  -0.0013  0.0041  0.0027
Si  24.5006  10.8853  17.6603  -0.0082  -0.0106  0.0017
Si  27.2212  13.5928  17.6737  -0.0118  -0.0043  0.0064
Si  29.9407  -0.0038  17.6776  0.0037  0.0066  0.0037
Si  0.0077  2.7143  17.6877  0.0011  0.0022  -0.0014
Si  29.93  5.4423  17.6835  0.0009  -0.0078  -0.0022
Si  -0.0014  8.1473  17.6928  -0.0024  -0.0103  -0.0022
Si  29.9324  10.8751  17.6908  0.0039  -0.0025  0.0026
Si  0.0034  13.5956  17.6982  0.0045  0.0004  -0.0016
Si  1.3529  1.3548  19.063  -0.0075  0.0091  0.0024
Si  4.0692  4.0575  19.0689  -0.0012  0.0012  0.0057
Si  1.3475  6.7786  19.0548  0.0042  0.005  0.0019
Si  4.0716  9.5015  19.0676  -0.0026  0.0013  0.0087
Si  1.3556  12.2262  19.0576  -0.0068  0.011  -0.0007
Si  4.0741  -1.3792  19.0562  0.009  -0.0126  0.0021
Si  6.7836  1.3359  19.0608  0.0022  -0.0023  0
Si  9.495  4.059  19.0534  -0.0035  0.0053  0.0072
Si  6.7838  6.7754  19.0636  0.0022  -0.0014  0.0005
Si  9.5097  9.5098  19.07  -0.0038  0.0011  0.01
Si  6.7974  12.2299  19.0506  -0.0073  -0.0057  -0.0028
Si  9.5059  -1.3817  19.0742  0.0124  -0.0108  0.0071
Si  12.2095  1.3458  19.0422  0.0027  0.0045  0.0033
Si  14.9487  4.0848  19.0289  -0.0042  -0.0046  0.0072
Si  12.2239  6.8049  19.0408  -0.0003  -0.0029  0.0072
Si  14.946  9.5337  19.0355  0.003  -0.0059  0.0076
Si  12.2209  12.2413  19.0603  0.0015  -0.0041  0.0046
Si  14.9263  -1.371  19.0203  -0.0026  0.0028  0.0053
Si  17.6638  1.3634  19.001  0.0046  0.0098  0.0037
Si  20.4193  4.0989  18.9853  0.005  -0.0046  -0.0032
Si  17.6846  6.8279  19.016  0.0059  -0.0113  0.0011
Si  20.4112  9.5485  18.9807  0.001  0.0064  0.0007
Si  17.6597  12.2468  18.9951  0.0039  -0.0026  0.0005
Si  20.4122  -1.3543  19.0032  0.0055  0.0006  0.0065
Si  23.1539  1.3835  19.0036  -0.0098  0.0011  -0.0004
Si  25.8945  4.1019  19.01  0.0111  -0.0153  -0.0008
Si  23.1661  6.8371  18.9848  -0.007  -0.0005  0.0065
Si  25.8751  9.5368  19.0217  -0.0065  -0.0075  -0.0034
Si  23.1351  12.2512  19.0052  -0.0076  0.0007  0.0004
Si  25.8603  -1.3547  19.013  -0.0095  0.0136  0.0017
Si  28.5954  1.3684  19.0316  0.0012  -0.0049  0.001
Si  31.2858  4.0761  19.0401  0.0022  -0.0001  -0.0015
Si  28.5801  6.8074  19.0497  -0.0027  0.0039  0.0018
Si  31.2774  9.5011  19.0561  0.0078  0.0017  0.004
Si  28.5745  12.2353  19.0509  0.0009  0.0047  0.0079
Si  31.284  -1.3607  19.0578  -0.0018  0.009  -0.0019
Si  32.6235  0.0097  20.4289  0.0005  -0.006  0.0089
Si  2.7036  2.7067  20.4385  0.0056  -0.0057  0.0014
Si  32.6237  5.4249  20.4208  -0.0063  -0.0015  0.0072
Si  2.7068  8.1253  20.417  -0.0011  0.0003  0.0056
Si  -0.0017  10.8547  20.4099  -0.0003  0.0004  0.0066
Si  2.7135  -2.7354  20.4186  0.0004  -0.0049  0.0058
Si  5.4302  -0.0296  20.4263  0.0027  -0.0011  -0.0006
Si  8.1438  2.6867  20.4249  0.0033  0.0006  0.0071
Si  5.4397  5.4007  20.4334  0.0075  0.005  0.0039
Si  8.1421  8.1362  20.4205  -0.0049  -0.002  0.0024
Si  5.4468  10.8689  20.4095  0.0066  0.0037  0.005
Si  8.1392  13.5766  20.4387  0.0017  -0.0004  0.0023
Si  10.8719  -0.0218  20.4323  0.0032  0.0088  0.0087
Si  13.5728  2.7179  20.3777  0.0011  0.0011  -0.0039
Si  10.8559  5.4376  20.3898  0.0049  -0.0064  0.0017
Si  13.5807  8.1762  20.3964  -0.0037  0.0029  0.0033
Si  10.8665  10.8812  20.4316  0.0075  -0.0008  0.0018
Si  13.572  -2.708  20.4234  0.005  0.0087  0.0056
Si  16.2903  -0.0028  20.3497  -0.0027  0.0031  -0.0064
Si  19.0433  2.7369  20.3226  -0.0022  -0.0049  -0.0052
Si  16.3224  5.4596  20.3651  -0.0026  0.01  0.0058
Si  19.0411  8.227  20.3484  0.0075  -0.0003  0.0059
Si  16.2946  10.9196  20.3845  0.0047  0.0072  0.0116
Si  19.0351  13.5935  20.3367  -0.0066  -0.0023  0.0031
Si  21.7905  0.0141  20.3413  -0.0034  0.0068  0.0028
Si  24.5434  2.7387  20.3483  -0.0018  0.0104  0.0031
Si  21.7924  5.483  20.3071  0.0006  -0.0137  0.0023
Si  24.5338  8.1706  20.3743  -0.0076  0.0027  0.0117
Si  21.7686  10.8918  20.3526  -0.0014  0.0071  0.012
Si  24.506  -2.7228  20.3638  0.0066  -0.002  0.0093
Si  27.2305  0.0015  20.3641  -0.0007  -0.0064  0.0031
Si  29.9435  2.7251  20.4153  0.0011  -0.0008  0.0127
Si  27.2325  5.4479  20.4145  -0.0006  -0.006  0.0063
Si  29.9246  8.1525  20.4403  0.0032  -0.0101  0.0073
Si  27.2246  10.8708  20.4179  -0.0105  -0.0056  0.0093
Si  29.9239  -2.7212  20.4164  0.0041  -0.0067  0.0062
O  28.8161  1.2425  35.9519  -0.1375  -0.146  -0.0348
O  4.0785  1.2439  28.9384  -0.5187  -0.4214  0.3742
O  16.1021  5.7419  34.5784  0.1356  -0.1188  0.3194
O  4.6683  6.9387  28.5193  0.3487  -0.1445  0.3003
O  8.858  10.9629  30.724  -0.4379  -0.2106  0.2218
O  3.5021  1.875  34.6301  -0.3376  -0.2922  -0.0717
O  29.7797  5.6366  30.7997  0.0199  -0.3659  0.5647
O  13.1056  -0.7601  30.9799  -0.0731  -0.2042  0.6011
O  24.6643  -1.3571  34.2049  -0.0568  -0.3047  0.2061
O  1.1459  10.2706  37.244  -0.2239  0.5567  0.0163
O  4.9395  9.9889  35.3261  -0.1963  0.1358  0.1266
O  9.1798  5.6216  28.2675  0.4649  -0.0678  0.0519
O  8.1134  -0.6466  30.8628  -0.4524  0.0247  0.2313
O  11.266  10.4408  31.465  0.135  0.0519  -0.4247
O  8.0665  10.6999  27.6014  0.1436  -0.1382  0.097
O  13.7545  -0.0203  27.3644  -0.0709  -0.0463  0.0987
O  12.2376  1.2259  29.4536  0.6631  0.175  0.1145
O  9.6371  1.2634  37.0641  0.2193  -0.2584  -0.0107
O  19.8647  0.8389  30.5677  -0.0032  0.0075  0.6734
O  26.5979  -0.6347  32.6317  0.1804  -0.3358  -0.3209
O  15.6141  7.2559  28.2571  0.2998  -0.0478  0.3112
O  17.4577  3.3175  27.9009  -0.0562  -0.5084  0.1335
O  19.0307  5.3446  27.3037  0.1169  -0.0009  0.5648
O  20.8787  -3.7434  28.376  -0.0215  -0.1054  0.203
O  0.9754  4.4008  36.9707  -0.5173  -0.1148  -0.0787
O  17.6332  9  28.352  0.4542  0.0608  0.3566
O  16.3311  8.164  35.7928  0.0444  -0.2761  0.5444
O  30.9461  2.1542  37.1359  0.2043  0.4796  0.0085
O  31.9264  1.6  28.5226  0.1336  -0.0444  0.265
O  19.4141  3.3401  29.7234  0.0614  0.2666  0.2143
O  28.2719  -1.696  28.5817  -0.53  -0.221  0.2645
O  0.9658  3.6467  28.6118  -0.0359  -0.0145  0.3024
O  26.2829  3.8279  30.3116  0.0644  0.4258  0.0698
O  27.9526  2.8546  28.5596  0.1613  -0.2452  0.0465
O  3.338  -3.5547  37.3349  0.0287  -0.3382  -0.1419
O  28.6933  9.8938  28.7166  0.1554  0.5329  -0.0415
O  1.5695  -0.8328  28.3997  -0.0209  0.4081  0.0623
O  8.8275  -3.1645  34.4531  0.4383  -0.5065  -0.1544
O  0.039  8.2611  27.6359  0.0759  0.0918  0.5088
O  28.1179  9.9726  37.2172  -0.702  0.1589  -0.0932
O  15.8419  10.7083  35.1937  -0.0543  0.2856  -0.3895
O  22.1372  7.8599  30.4645  0.5106  -0.1091  0.4194
O  19.0533  9.2762  32.3136  -0.292  -0.3101  -0.5165
O  22.9495  1.6444  36.122  0.3338  0.1465  0.4869
O  6.5999  4.8653  37.2954  -0.2651  0.459  -0.1877
O  18.2599  -1.4388  37.3105  0.0212  0.2634  -0.127
O  12.6826  3.8273  37.472  -0.1456  -0.0921  -0.4131
O  16.3732  0.2641  38.1724  -0.121  -0.0521  -0.3164
O  12.1551  -0.4599  37.072  -0.1485  -0.0384  0.0991
O  8.0648  -2.4687  38.2506  0.0398  -0.1469  -0.2846
O  17.7498  3.9555  37.0913  -0.5029  0.1193  -0.4464
O  29.915  8.4091  38.1479  0.0245  -0.0368  -0.5679
O  27.0922  3.715  34.9719  -0.1379  0.0125  -0.005
O  26.7713  -0.1645  35.1757  0.0179  0.3039  -0.0043
O  21.6997  11.131  38.1296  0.149  -0.0143  -0.5684
O  1.6119  10.0655  28.5869  -0.1403  0.21  0.4609
O  19.6489  -3.6912  37.407  -0.1885  -0.091  -0.0919
O  14.9106  -4.6228  37.3888  0.4837  -0.1877  -0.0693
O  4.3228  1.2489  37.1203  0.1064  -0.6244  -0.2771
O  31.1603  11.4722  28.3115  -0.2773  -0.4181  0.0661
O  24.5664  -2.4905  38.1002  -0.0093  0.1383  -0.1362
O  16.3427  10.4784  31.7608  0.1879  -0.4435  0.5263
O  29.6572  8.1914  30.5587  0.6254  -0.005  0.1053
O  12.2927  -4.0087  32.9873  -0.0284  0.5737  -0.4358
O  14.7768  -3.6902  28.7099  -0.3508  0.1047  0.2343
O  9.5067  -4.207  37.1382  -0.2477  0.1306  -0.4476
O  6.9222  9.6149  37.0544  0.4559  -0.3016  -0.0929
O  3.6269  -4.1166  33.1189  0.3629  0.061  0.5814
O  26.2654  1.9356  33.1396  -0.253  -0.2555  0.2406
O  22.7217  4.7451  37.327  -0.2493  -0.0816  -0.1511
O  21.5297  5.4054  35.118  0.3261  0.3597  -0.324
O  31.6306  6.7351  37.1142  0.3256  -0.2582  -0.1224
O  9.4674  -3.7642  28.6607  0.4051  0.4126  0.266
O  25.5533  6.6469  28.6445  -0.2287  -0.4604  0.0412
O  25.732  9.7921  32.8371  0.3743  -0.1348  -0.0578
O  20.5906  6.9503  28.5962  0.259  0.4897  0.2428
O  5.2393  11.4049  31.242  0.1541  -0.3806  -0.2318
O  5.3058  -5.0882  38.179  -0.1388  -0.041  -0.1643
O  25.4139  7.7019  37.4353  0.0005  0.3351  -0.2542
O  26.4278  -3.8842  36.9467  0.3608  0.0092  -0.1737
O  21.85  2.5533  29.9513  0.1256  -0.4476  0.3386
O  31.3986  -2.8071  32.4296  -0.3156  -0.3463  -0.1799
O  10.4009  5.5523  31.6772  -0.1319  0.1871  0.4053
O  7.4764  7.2175  32.7348  -0.147  -0.2311  0.0904
O  25.7373  11.2125  30.5858  -0.2831  -0.2351  -0.1988
O  23.3246  -1.1859  31.9316  -0.2662  0.3763  -0.28
O  5.5974  3.0313  35.723  0.2111  -0.0262  -0.0459
O  15.5304  -2.0939  34.9528  -0.1166  -0.3218  0.3962
O  6.7636  2.9164  32.9292  -0.0397  -0.5809  -0.2779
O  11.9689  -1.3219  28.6451  -0.082  -0.4352  0.129
O  21.0436  11.1033  32.5852  -0.187  0.2896  0.3354
O  22.4798  9.5141  28.5069  -0.2609  -0.0759  0.1493
O  19.6413  3.5641  35.29  -0.0522  0.1881  -0.137
O  9.3466  7.2054  37.1868  -0.3485  -0.2125  -0.2983
O  21.8612  5.2186  30.1706  -0.2558  0.0074  0.0166
O  5.5759  7.747  30.8735  -0.4288  0.3521  0.3674
O  24.5239  3.0489  34.6723  -0.0492  0.361  0.5382
O  27.0758  5.8411  38.2182  -0.1796  0.0441  -0.5556
O  32.4342  12.1048  30.567  0.5094  -0.2037  0.0534
O  31.5657  -4.2392  37.2457  0.4954  0.0271  0.1572
O  23.3301  0.8711  33.6179  -0.1328  0.0855  -0.4976
O  31.2924  6.4536  28.7503  0.4108  0.0777  0.5608
O  6.4085  -2.1293  34.8539  0.0972  0.2007  -0.0388
O  25.0698  -2.6209  30.7218  0.0852  0.5837  0.2472
O  2.9226  5.6835  35.8637  0.12  -0.1172  0.3562
O  17.8381  5.6444  32.19  -0.4397  -0.4881  0.5296
O  6.0158  5.2364  31.7927  -0.2821  0.0965  -0.0985
O  8.6109  4.089  30.4068  -0.5522  -0.5207  0.0476
O  13.7876  5.5134  27.5474  0.0721  -0.0442  0.4016
O  14.4502  4.0367  35.6175  -0.3666  0.5571  0.2455
O  8.5659  1.7132  34.6373  -0.0594  -0.0934  -0.1874
O  7.6572  6.488  30.186  0.0638  0.5239  -0.2562
O  16.5821  3.1418  34.2941  0.5066  0.1833  -0.3975
O  25.2088  11.4753  34.827  -0.3325  0.3137  0.2108
O  14.9285  2.3602  37.5299  0.5234  0.2496  -0.3539
O  0.143  2.5511  30.8859  -0.1907  0.3999  0.4723
O  1.7717  -1.4454  37.1632  0.0132  0.1505  -0.3055
O  12.3172  3.7819  28.6606  0.3711  0.3231  0.5564
O  9.7141  9.5745  36.2938  -0.3437  0.1713  0.2861
O  8.1418  3.0116  38.1876  0.1086  0.2241  -0.1369
O  15.3949  9.5427  29.5274  -0.3371  0.4158  -0.1431
O  20.9185  6.678  37.3252  -0.0479  -0.0553  -0.194
O  10.5066  7.7879  27.7559  0.2625  0.2076  -0.294
O  10.9694  5.6371  38.3185  -0.071  0.0817  -0.4142
O  10.9241  3.0541  30.7986  0.343  -0.2564  0.4367
O  24.4374  10.9461  27.5794  0.0808  -0.2595  0.385
O  23.3846  -3.8247  32.4531  0.3706  -0.1301  0.6236
O  12.9245  9.7602  33.348  0.0853  0.0161  0.4286
O  3.9496  9.2495  29.4287  -0.0064  -0.208  0.1424
O  22.2403  -1.4894  28.156  0.1193  0.3001  0.3459
O  2.7037  10.9662  30.89  -0.6426  0.2511  0.3081
O  5.4259  2.7615  27.4404  0.0617  0.0661  0.0774
O  23.4131  9.4131  37.2103  -0.2096  0.1466  -0.4505
O  -0.013  0.2833  38.0035  -0.1292  -0.1728  -0.2493
O  29.7687  3.5014  35.0591  0.2611  0.1617  -0.621
O  9.4288  7.5792  34.6069  0.3002  -0.2778  -0.2217
O  2.7256  8.4687  38.1591  0.0337  0.0237  -0.2975
O  20.2992  -1.7006  29.938  -0.0664  -0.2304  0.3074
O  22.139  -1.4521  34.2197  0.2373  -0.5175  0.1412
O  21.9311  3.0253  34.074  -0.196  -0.2563  -0.2734
O  3.3553  -1.5  32.937  0.1429  0.3226  0.3663
O  15.3963  5.773  31.2538  -0.3262  0.2167  0.2021
O  20.194  4.7339  33.0219  -0.1  -0.2156  -0.3536
O  4.6447  7.0802  37.1384  0.7185  0.1417  0.037
O  25.6107  1.8558  28.5828  -0.4608  0.1009  0.4124
O  11.2927  -2.3875  34.792  0.2362  0.494  -0.0495
O  14.2241  7.055  37.0041  0.2708  -0.473  -0.5125
O  15.1344  0.9313  31.1135  -0.1239  0.1912  0.1748
O  31.1099  3.8841  29.4286  -0.1165  -0.2434  0.1953
O  23.2558  7.0392  36.1145  0.041  -0.0198  -0.2834
O  7.2237  -3.5423  30.1775  -0.4629  0.2541  -0.5809
O  28.8265  7.0532  32.8357  -0.2727  0.07  -0.0278
O  15.0239  -1.0682  32.6957  0.3426  -0.3762  0.1579
O  20.5271  9.9934  30.279  -0.4098  -0.1183  -0.4764
O  23.2539  10.199  33.6653  -0.5635  -0.3433  0.2975
O  5.3744  -2.2235  31.3955  0.1813  0.125  -0.0748
O  26.0951  -3.5713  28.4768  0.226  0.4792  -0.0066
O  27.2085  8.1757  27.5028  0.1968  0.0069  0.1151
O  24.5277  3.0262  38.1628  -0.0495  0.1158  -0.2815
O  15.7272  0.6086  34.6989  -0.146  0.2992  0.1255
O  14.4539  8.5414  31.6833  -0.0148  -0.4856  -0.187
O  9.1338  -0.8058  35.5031  -0.5037  -0.239  0.3237
O  6.4855  -0.7677  37.1785  0.2848  0.5074  -0.1531
O  22.983  -0.8885  36.9789  -0.0613  -0.1838  -0.3651
O  0.2076  8.4919  35.5657  0.2613  0.0037  -0.3121
O  15.2277  1.7143  28.5687  -0.075  -0.0422  0.0152
O  4.6092  0.291  31.3476  -0.3072  0.2825  0.5182
O  21.5706  0.7139  38.2244  0.1853  -0.1838  0.1499
O  9.6174  -2.8284  31.0544  0.5101  -0.1738  0.3378
O  27.4426  6.7874  30.5795  0.1124  -0.2769  -0.089
O  25.5623  8.6085  30.4638  -0.3273  0.0559  -0.049
O  4.2035  -1.4363  36.1059  0.0005  0.1932  -0.017
O  11.7343  7.8577  36.0923  0.053  -0.3854  -0.4808
O  13.0048  8.6618  38.3459  0.4646  -0.4126  0.478
O  19.0722  8.3719  38.1404  -0.085  0.0738  -0.4982
O  32.0559  -1.0671  34.2918  0.5108  -0.1039  0.3439
O  12.1641  9.3208  28.7616  0.2942  0.1834  0.7094
O  31.053  0.2291  32.2487  0.1849  0.233  -0.586
O  6.3986  8.9324  28.5909  0.4692  -0.1901  0.4591
O  0.3787  5.957  35.0018  0.0038  -0.1573  -0.4673
O  28.5438  4.0931  37.1538  -0.0168  -0.1785  0.024
O  16.841  -2.4637  28.0387  0.1549  -0.5327  -0.3426
O  23.4879  4.1277  28.4904  0.4007  0.1614  0.207
O  16.7079  -3.5851  30.4679  -0.0116  0.1156  0.168
O  18.3362  -0.5122  28.7015  0.1252  0.1212  -0.0209
O  6.8574  4.5398  28.5359  -0.3406  -0.1447  0.2147
O  30.1976  10.746  30.665  -0.0555  0.1528  0.5383
O  5.6651  0.4362  35.0477  0.1407  -0.0102  -0.6136
O  10.2235  2.4438  28.26  0.0484  0.2555  0.0012
O  7.7608  4.2291  34.9372  0.3088  0.4836  0.2157
O  12.886  5.0825  31.3739  -0.2561  -0.4982  -0.31
O  19.1061  10.9295  27.4622  0.1171  0.0404  0.5212
O  6.9245  -3.7486  32.8311  0.3769  -0.0521  -0.0954
O  9.932  8.6583  30.1701  -0.6107  -0.3445  -0.1078
O  13.5208  -4.1097  35.2635  0.3312  0.2331  0.0982
O  26.4546  1.3931  37.2425  -0.2559  -0.0413  -0.1511
O  22.9979  10.2821  31.0357  0.5004  0.1083  -0.2438
O  13.5706  -2.4626  38.077  -0.1418  -0.0741  -0.3319
O  28.5049  8.5841  34.9664  -0.0843  -0.0953  -0.3198
O  24.31  -0.0227  27.4877  0.0331  -0.1475  0.4867
O  11.5851  10.7756  37.7296  0.0935  0.2188  -0.0742
O  2.2979  -2.8241  34.9968  -0.2315  -0.1855  0.0702
O  18.2116  -0.8777  31.3546  -0.4619  -0.3923  -0.0819
O  0.0256  11.0815  35.0709  0.2146  0.2967  -0.539
O  19.3038  7.1668  33.7276  0.2785  -0.028  0.6179
O  23.8167  3.7327  31.1181  -0.0121  -0.3442  0.1818
O  17.7928  1.0873  33.1708  0.3572  0.3364  -0.6211
O  29.045  -0.9982  30.9744  -0.0023  0.1814  -0.0771
O  12.2015  7.3625  32.5079  -0.4378  0.1137  0.3708
O  4.3051  3.9349  33.2249  0.167  0.6499  0.3084
O  3.9823  9.6554  32.8524  0.0976  -0.5351  -0.2996
O  28.63  0.9339  32.6852  0.2242  0.5354  0.3801
O  30.161  -3.0503  29.8469  0.3899  0.1882  -0.155
O  1.7271  0.5624  30.6486  0.119  0.2374  0.1256
O  9.3332  3.4877  32.8903  0.3314  0.0583  0.2281
O  3.0741  -1.6433  30.3472  0.2033  -0.4514  -0.413
O  -0.0133  -2.7794  27.5871  -0.1094  0.231  0.2785
O  20.1981  1.2995  28.1811  -0.5156  -0.1939  0.1553
O  17.7112  -1.4125  33.8727  0.1626  0.2109  0.1707
O  18.7413  11.678  31.5143  0.2781  0.3266  -0.0555
O  6.7659  -1.2231  28.6906  -0.0708  -0.0479  0.4608
O  11.101  11.3765  35.167  -0.066  -0.4563  -0.3788
O  19.6987  2.4014  37.6297  0.1449  0.2247  -0.0987
O  8.7072  0.3871  28.4042  -0.043  -0.4021  0.0772
O  2.444  2.5457  32.2148  0.0484  0.3368  -0.4197
O  17.6998  -3.3973  35.6211  -0.0314  -0.7101  0.1866
O  3.9598  7.6989  34.5901  0.2018  -0.3329  -0.2608
O  25.7598  4.4528  32.8401  -0.0375  0.3989  0.036
O  28.5444  5.9082  35.1773  -0.468  0.1177  0.3487
O  17.9502  1.611  35.7986  0.0682  -0.5523  0.2746
O  5.5031  5.6466  35.1213  0.1427  0.2794  -0.5236
O  6.9325  -4.6895  35.3187  0.1229  0.1647  0.1426
O  11.0455  0.7001  34.9215  0.0208  0.0081  -0.457
O  17.0178  2.5193  30.3292  0.3987  -0.3515  0.411
O  6.5827  1.1613  29.7806  0.3309  0.5508  0.183
O  17.4314  5.101  29.718  0.0261  0.3214  -0.3397
O  13.401  -0.5374  34.7382  -0.264  -0.3226  -0.2012
O  11.8484  6.9425  29.9157  0.0971  -0.1067  -0.4058
O  1.3018  -3.2001  32.5931  -0.1802  -0.1591  0.1643
O  14.5551  3.3752  30.4831  -0.446  0.17  -0.1611
O  2.7398  5.3706  27.7044  0.1419  0.0583  0.3536
O  16.8012  -3.7205  33.1346  -0.4251  -0.1445  0.1501
O  27.968  -0.774  37.3863  -0.0072  -0.1406  -0.2308
O  13.6974  9.6422  36.0957  -0.0132  -0.081  -0.4027
O  9.6877  -1.1286  33.0087  0.1525  0.4823  0.0202
O  16.1534  5.6418  38.1154  0.1034  -0.0576  -0.2823
O  24.9374  8.8455  35.1479  0.4952  -0.2974  -0.3039
O  30.1984  10.4788  35.643  0.1062  -0.3641  -0.2048
O  7.2862  9.1303  34.4897  -0.0946  0.0797  0.1099
O  13.5797  10.8753  27.3801  -0.1169  -0.1193  0.3237
O  2.7415  2.9824  38.1385  0.2214  -0.1072  -0.4851
O  19.966  6.6322  31.1859  -0.0911  0.0581  -0.1324
O  26.8157  -2.7293  34.5114  0.1051  -0.1561  -0.1483
O  29.8714  -2.4371  38.1146  -0.0054  -0.0205  -0.3772
O  0.4239  -1.6833  30.648  -0.4793  0.2443  0.0821
O  5.0496  2.8803  30.9232  -0.461  0.3777  -0.2582
O  9.1748  9.2378  32.6374  0.3617  0.0171  0.1379
O  16.8547  7.9715  33.3099  -0.1315  -0.2049  -0.39
O  27.7724  11.1978  34.9904  0.074  0.1006  -0.5009
O  0.6662  1.0116  33.0856  0.466  -0.1145  0.1274
O  1.8362  3.8676  34.4048  -0.4747  -0.0249  -0.0755
O  17.4078  10.1339  37.2276  -0.3465  0.5422  0.0142
O  19.9717  -0.3877  33.3124  0.5877  0.2421  -0.2058
O  30.7815  -3.3536  34.9345  -0.2439  0.2859  0.2446
O  29.547  -1.425  33.5713  -0.3112  -0.3216  0.4051
O  22.5211  -3.0556  30.2055  0.0207  -0.27  0.1642
O  19.9426  -2.1695  35.3558  0.057  -0.4728  -0.0789
O  27.6249  -3.2289  30.5738  0.2468  -0.3769  0.5355
O  18.2852  9.5485  34.7877  0.2895  0.1993  -0.0079
O  3.6068  11.7218  28.5101  0.2525  0.3552  0.4404
O  15.4097  -1.4169  30.0219  -0.0532  0.3162  -0.1604
O  14.5652  4.1078  33.0573  -0.1729  -0.3203  0.1087
O  5.3013  -2.8886  27.5504  -0.0281  0.0089  0.4843
O  21.769  2.8513  27.0859  -0.2089  -0.0689  0.0044
O  13.824  11.0329  31.2093  -0.0719  0.4918  -0.5415
O  20.8352  0.2266  35.7375  -0.1743  0.3707  -0.173
O  13.0733  1.7858  35.8893  -0.0666  0.196  -0.3008
O  31.1941  1.3772  34.6639  0.3286  0.2145  0.1993
O  14.318  7.5935  34.1133  -0.0995  -0.3048  0.0807
O  27.002  1.3136  30.6821  0.0191  -0.2403  -0.1995
O  30.7473  7.2216  34.6429  0.213  0.115  -0.3874
O  27.7986  9.813  31.2465  0.2557  0.2374  0.6026
O  29.157  5.1499  28.2491  -0.4108  0.294  0.1081
O  29.9958  0.0043  27.6703  0.171  0.2207  0.3243
O  2.3583  9.8295  34.9014  -0.0693  0.3086  -0.165
O  10.6012  -0.3661  30.6858  -0.1877  0.3023  -0.2238
O  24.9809  6.0735  31.0389  -0.5651  0.1606  0.1519
O  17.0457  7.5863  30.4196  0.1773  0.0498  0.1668

Results
total energy: -218739.408 eV
total energy less fixed offsets of O -438.35, Si -107.03 eV per atom: -20.688 eV
